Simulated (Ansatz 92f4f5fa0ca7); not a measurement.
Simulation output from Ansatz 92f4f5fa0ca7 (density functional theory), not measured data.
Periodic cell of 223 atoms, Si133O90, from a study of silicon, its oxide and their interface. The atomic structure is a simulated model.
Doubt: the cutoff is far below the 930 eV that the study's wrapper takes by default for these files, so forces and energies are approximate.

Settings: functional PBE; potential files Ansatz PAW; basis plane waves; wave-function cutoff 580 eV; density cutoff ratio 5; exchange-correlation grid ratio 1; k mesh 1 x 1 x 1, Gamma-centred; self-consistency stop 5e-08 eV per atom in the density residual; occupations fixed; spin none; net charge 0.

Cell vectors (angstrom)
a, 10.938, 0, 0
b, 0, 10.938, 0
c, 0, 0, 32.4034

Atoms and the computed forces on them: element, x, y, z (angstrom), force x, y, z (eV/angstrom)
Si, 0.1713, -0.1701, 24.9978, 0.0073, -0.0119, 0.0424
Si, 5.37, 0.1369, 24.8773, -0.0002, 0.0062, 0.0565
Si, 3.0884, 2.3688, 24.8918, 0.0241, -0.0345, 0.0308
Si, 8.0306, 3.0294, 24.9317, 0.0055, 0.0071, 0.0422
Si, -0.2374, 5.7978, 24.7841, -0.0061, 0.0087, 0.0422
Si, 5.7864, 5.2326, 25.1254, 0.0167, -0.0161, -0.0019
Si, 2.4392, 8.5452, 24.9208, -0.0177, 0.0053, 0.0562
Si, 8.4903, 8.0818, 24.9774, 0.0229, -0.0107, 0.0376
Si, 1.4183, 1.379, 26.2484, 0.0114, -0.0181, 0.0069
Si, 6.9017, 1.3632, 26.2056, -0.0142, 0.0192, -0.0173
Si, 4.1238, 4.0366, 26.2464, 0.0154, -0.0069, 0.012
Si, 9.6383, 4.1701, 26.199, -0.0217, 0.015, -0.011
Si, 1.3788, 6.8497, 26.179, -0.0166, 0.0257, 0.0019
Si, 6.9265, 6.8719, 26.3174, 0.0146, 0.0033, 0.005
Si, 4.1317, 9.5654, 26.2211, -0.0109, 0.0309, -0.0111
Si, 9.6155, 9.5848, 26.3541, 0.0222, -0.0166, 0.0129
Si, 2.7581, -0.0138, 27.628, -0.0018, -0.0003, -0.0143
Si, 8.2053, 0.008, 27.6314, 0.0063, -0.0077, -0.0147
Si, 0.0192, 2.7508, 27.584, 0.0051, -0.0002, -0.0045
Si, 5.498, 2.6906, 27.6246, -0.0105, -0.006, -0.0025
Si, 2.7373, 5.4534, 27.5695, 0.0002, -0.0012, -0.0062
Si, 8.2594, 5.4658, 27.6482, 0.0047, -0.0016, -0.0045
Si, 0.0342, 8.1689, 27.6494, 0.0039, 0.0014, -0.0223
Si, 5.4718, 8.1971, 27.6137, 0.0006, -0.0091, -0.0021
Si, 4.1018, 1.3673, 28.9852, 0.0946, -0.1146, 0.1718
Si, 9.5708, 1.3673, 28.9852, 0.1099, 0.1887, -0.1353
Si, 1.3673, 4.1018, 28.9852, 0.0092, 0.1035, -0.1635
Si, 6.8362, 4.1018, 28.9852, 0.1135, -0.0705, -0.0367
Si, 4.1018, 6.8362, 28.9852, -0.0859, -0.1313, -0.2126
Si, 9.5708, 6.8362, 28.9852, 0.2421, -0.0333, 0.4327
Si, 1.3673, 9.5708, 28.9852, 0.1895, -0.095, 0.1448
Si, 6.8362, 9.5708, 28.9852, -0.1288, 0.0717, -0.0029
Si, 0, 0, 30.3524, 0.0317, 0.022, -0.0358
Si, 5.469, 0, 30.3524, -0.0467, -0.0004, 0.0248
Si, 2.7345, 2.7345, 30.3524, 0.0374, 0.0297, -0.0489
Si, 8.2035, 2.7345, 30.3524, 0.0124, 0.0659, 0.0058
Si, 0, 5.469, 30.3524, -0.0001, 0.0775, 0.0282
Si, 5.469, 5.469, 30.3524, -0.0099, -0.0119, -0.0417
Si, 2.7345, 8.2035, 30.3524, -0.0389, 0.061, 0.0175
Si, 8.2035, 8.2035, 30.3524, 0.0285, -0.0033, -0.0297
Si, 1.3673, 1.3673, 31.7197, 0.0067, -0.0123, -0.0183
Si, 6.8362, 1.3673, 31.7197, 0.0261, -0.024, -0.0246
Si, 4.1018, 4.1018, 31.7197, -0.0066, -0.0216, -0.0132
Si, 9.5708, 4.1018, 31.7197, 0.0014, -0.0293, -0.0254
Si, 1.3673, 6.8362, 31.7197, -0.007, -0.0658, -0.0217
Si, 6.8362, 6.8362, 31.7197, -0.0057, 0.0008, -0.0106
Si, 4.1018, 9.5708, 31.7197, 0.0506, -0.0294, -0.0201
Si, 9.5708, 9.5708, 31.7197, -0.0133, 0.0089, -0.0095
Si, 2.7345, 0, 0.6835, -0.0147, -0.0286, 0.0086
Si, 8.2035, 0, 0.6835, -0.0464, 0.0394, 0.0244
Si, 0, 2.7345, 0.6835, -0.0324, 0.0347, 0.0247
Si, 5.469, 2.7345, 0.6835, -0.0345, 0.0457, 0.018
Si, 2.7345, 5.469, 0.6835, -0.0147, 0.0534, 0.0206
Si, 8.2035, 5.469, 0.6835, 0.0368, -0.0045, 0.0155
Si, 0, 8.2035, 0.6835, 0.0378, -0.0129, 0.014
Si, 5.469, 8.2035, 0.6835, -0.0531, 0.0703, 0.0267
Si, 4.1018, 1.3673, 2.0507, -0.0105, -0.0298, 0.0195
Si, 9.5708, 1.3673, 2.0507, 0.0049, -0.0689, 0.0231
Si, 1.3673, 4.1018, 2.0507, -0.001, -0.0684, 0.0194
Si, 6.8362, 4.1018, 2.0507, -0.0262, -0.0599, 0.0157
Si, 4.1018, 6.8362, 2.0507, 0.0135, -0.1138, 0.0286
Si, 9.5708, 6.8362, 2.0507, -0.0712, -0.0522, -0.022
Si, 1.3673, 9.5708, 2.0507, -0.0407, 0.0471, -0.0317
Si, 6.8362, 9.5708, 2.0507, 0.0376, -0.0886, -0.0123
Si, 0, 0, 3.418, 0.1785, -0.2144, -0.4545
Si, 5.469, 0, 3.418, -0.1914, -0.0081, 0.0941
Si, 2.7345, 2.7345, 3.418, -0.1275, 0.0021, 0.0465
Si, 8.2035, 2.7345, 3.418, -0.267, 0.0382, -0.0997
Si, 0, 5.469, 3.418, 0.0113, 0.1111, -0.0739
Si, 5.469, 5.469, 3.418, -0.1265, 0.2289, 0.137
Si, 2.7345, 8.2035, 3.418, 0.0098, 0.1817, 0.2877
Si, 8.2035, 8.2035, 3.418, -0.3304, -0.0844, -0.4744
Si, 1.3456, 1.3316, 4.7668, -0.0141, -0.0614, 0.0507
Si, 6.8059, 1.3731, 4.7887, 0.0057, -0.0213, -0.0018
Si, 4.0529, 4.1369, 4.793, 0.0063, -0.0206, -0.0205
Si, 9.5156, 4.1423, 4.7502, 0.0092, -0.034, 0.0566
Si, 1.323, 6.8682, 4.7994, 0.0199, -0.0676, 0.0079
Si, 6.783, 6.9135, 4.7972, -0.0247, 0.0023, 0.0132
Si, 4.0787, 9.6029, 4.8396, 0.0047, -0.0353, 0.044
Si, 9.5653, 9.544, 4.7053, 0.0334, -0.1297, 0.0565
Si, 2.6423, -0.0622, 6.2462, -0.0325, -0.0706, -0.1434
Si, 8.1696, -0.0996, 6.0316, -0.0113, 0.0285, 0.031
Si, -0.1714, 2.645, 6.0304, -0.0409, 0.0208, -0.0871
Si, 5.4044, 2.716, 6.1563, -0.0262, 0.0156, 0.0253
Si, 2.6269, 5.4901, 6.1902, 0.0036, 0.0169, 0.0085
Si, 8.1265, 5.4879, 6.1027, 0.1261, 0.2449, 0.2093
Si, -0.1849, 8.0949, 6.16, -0.3189, -0.3227, -0.4919
Si, 5.4311, 8.2746, 6.2827, 0.0261, -0.0368, -0.037
Si, 3.7385, 1.6723, 7.4611, -0.092, -0.0791, 0.0363
Si, 9.6265, 1.0719, 7.4131, -0.0597, -0.0545, 0.1315
Si, 1.364, 3.7922, 7.28, 0.045, 0.0153, 0.1081
Si, 6.5303, 4.3832, 7.3746, -0.038, 0.0079, -0.0507
Si, 4.2501, 6.6343, 7.5101, 0.0399, -0.0032, -0.0978
Si, 9.223, 6.9621, 7.6385, -0.0172, -0.3007, -0.5653
Si, 0.8331, 9.7157, 7.3465, 0.2708, -0.1579, 2.4569
Si, 7.1426, 9.3915, 7.5619, -0.0352, -0.0813, 0.0158
O, 9.5399, 6.9224, 24.4642, -0.0038, -0.0045, -0.0255
O, 4.2364, 1.2601, 24.4782, 0.0093, -0.0009, -0.0131
O, 8.1272, 8.1276, 8.0582, -0.1211, 0.3949, 0.2292
O, 2.5928, 2.8138, 7.7595, -0.0531, 0.0658, -0.0433
O, 6.8589, 4.1238, 24.5037, -0.0066, 0.0006, 0.0137
O, 1.287, 9.6569, 24.5058, 0.0122, 0.0073, -0.0366
O, 3.7764, 7.2391, 8.9797, -0.1457, -0.0227, 0.1153
O, 0.0126, 0.1656, 7.7867, 0.2786, -0.7591, -0.1642
O, 5.3772, 5.4736, 7.8229, -0.0259, 0.0457, 0.0665
O, 6.8452, 10.4022, 8.8659, 0.0216, -0.0761, -0.0691
O, 9.747, 6.1511, 8.984, 0.206, -0.0893, 0.3094
O, 2.5252, 10.364, 9.3566, -0.3931, -0.6125, 0.8456
O, 4.2076, 1.328, 9.0196, 0.0603, 0.12, 0.0154
O, 0.4047, 4.0372, 8.6039, -0.0193, 0.0867, -0.0123
O, 8.8815, 1.2631, 8.8928, -0.0193, 0.0106, -0.1051
O, 0.4978, 10.3433, 11.1044, -0.5249, 0.7581, 0.5543
O, 8.071, 8.9014, 23.6105, -0.0047, 0.0103, 0.0143
O, 8.7274, 2.5032, 23.5342, 0.0025, 0.0028, 0.0031
O, 5.0575, 6.1104, 23.9431, -0.0006, -0.006, 0.0309
O, 2.519, 2.7852, 23.4248, -0.011, 0.0249, 0.0191
O, 10.3606, 0.397, 23.6424, -0.0036, 0.003, 0.0161
O, 0.2587, 5.3382, 23.2768, 0.0086, -0.0054, 0.0241
O, 2.9813, 8.0437, 23.4642, 0.0113, -0.0056, 0.0168
O, 5.9593, 10.4789, 23.4456, -0.0033, -0.0019, 0.0189
Si, 9.8381, 1.6341, 22.7155, -0.0071, 0.0066, -0.0206
Si, 2.8581, 7.6839, 21.8879, 0.0063, -0.0164, -0.0406
Si, 4.8285, 10.0864, 15.5269, 0.0137, 0.0107, -0.008
Si, 9.7728, -0.0688, 17.7354, -0.0063, -0.002, -0.0037
Si, 4.4486, 0.4765, 12.915, -0.0023, -0.0532, -0.0988
Si, 4.6997, 5.1938, 11.676, 0.0288, -0.0098, 0.0406
Si, 7.6423, 0.6141, 9.754, 0.0332, 0.0248, 0.0283
Si, 1.7479, 2.8413, 22.0056, 0.0023, 0.0137, -0.05
Si, 6.0768, 2.624, 19.3002, 0.0044, 0.0045, -0.0112
Si, 6.0608, 7.6224, 18.4581, -0.001, -0.0062, 0.0086
Si, 6.7685, 3.4884, 10.2562, 0.0094, -0.0217, 0.0045
Si, 3.2554, 12.5837, 19.5483, 0.0175, -0.0005, -0.0144
Si, 2.6986, 6.8771, 10.1647, -0.3463, 0.0861, 0.0107
Si, 5.466, 15.0607, 14.3746, 0.0007, -0.0011, 0.0115
Si, 10.8882, -2.873, 17.6456, -0.0007, 0.0032, 0.0007
Si, 13.3785, -1.7626, 16.974, 0.0093, 0.0088, 0.0166
Si, 8.0089, 11.3573, 20.4192, -0.0006, 0.0056, -0.0319
Si, 3.2267, 11.6111, 10.1343, -0.0556, -0.2708, -0.0553
Si, 6.7047, 7.2868, 12.8024, -0.0064, 0.0133, 0.0401
Si, 9.7398, 6.0106, 19.5547, 0.001, -0.0079, -0.0121
Si, -4.07, -1.5527, 22.625, -0.0015, 0.0034, -0.0296
Si, 6.0253, 6.5475, 15.7111, -0.004, -0.028, -0.013
Si, 12.3912, 12.1424, 16.9167, 0.0218, -0.0024, -0.0031
Si, 7.3306, 10.4012, 12.5051, -0.0054, 0.0064, -0.0232
Si, 11.0353, 5.2977, 9.5794, 0.1503, 0.2286, -0.0466
Si, 5.3676, 6.5556, 22.4195, 0.0046, -0.0128, -0.0533
Si, 6.9249, 5.4449, 20.3197, -0.0072, -0.0111, -0.0374
Si, 1.9539, 2.0225, 13.9055, -0.0261, -0.0265, -0.0144
Si, 5.8534, 1.7845, 16.264, 0.0241, 0.0384, 0.0051
Si, 1.4243, 9.3777, 10.1968, 0.7044, 1.2248, -1.3759
Si, 0.7587, 0.9433, 11.6386, 0.0422, -0.1077, 0.0117
Si, -2.7934, 4.7011, 12.8216, 0.0152, -0.0065, 0.036
Si, 0.815, 5.5124, 21.7415, 0.02, -0.0107, -0.0364
Si, 3.8717, -1.4129, 19.6285, -0.0017, 0.0099, -0.0261
Si, 19.4579, 6.6895, 17.2013, -0.0027, -0.0118, -0.005
Si, 7.7569, 10.695, 15.3539, 0.0051, 0.0266, -0.0029
Si, -0.0948, 3.595, 12.2836, 0.0105, -0.0338, 0.0016
O, 10.7134, 7.2366, 19.0574, 0.0043, 0.002, -0.0004
O, 2.0086, 1.5901, 10.7513, -0.0661, -0.0082, 0.0196
O, 18.5113, 6.1021, 16.0375, 0.0089, 0.0119, 0.0101
O, 1.7347, 13.015, 15.5378, 0.0042, -0.0056, 0.0061
O, 8.9521, 10.4098, 16.3996, 0.002, 0.0054, 0.0039
O, 0.1703, 2.5327, 22.2622, -0.0059, 0.003, 0.0266
O, 2.2294, 8.2399, 10.9939, 0.6654, -1.1217, 0.394
O, -5.6459, 4.1038, 10.6089, 0.0199, -0.0047, -0.0227
O, 6.7226, 1.3692, 20.1137, 0.008, 0.0001, 0.0136
O, 12.2899, -2.9684, 16.8006, -0.001, 0.0011, 0.0053
O, 5.4016, 7.2874, 17.0091, 0.0059, 0.0104, 0.0023
O, -0.4071, 13.0458, 11.598, 0.0367, 0.0067, 0.0012
O, 6.0376, 7.356, 14.297, 0.0064, 0.0026, -0.0061
O, 1.1444, 11.6952, 13.2299, 0.0104, 0.0197, -0.0131
O, 7.2646, 12.2232, 15.6217, -0.0189, -0.0147, 0.0107
O, 5.6726, 6.5049, 11.802, 0.0054, 0.0091, -0.0129
O, 4.2268, 10.2399, 14.0183, 0.0117, 0.0142, -0.0124
O, 9.1309, 1.1096, 21.3609, 0.0103, 0.0024, 0.0231
O, -0.2414, 9.5995, 18.1392, 0.0068, -0.0034, -0.0022
O, 5.8909, 6.3159, 19.4058, 0.0062, 0.0039, 0.0134
O, 6.1974, 2.4716, 17.6823, -0.002, -0.011, -0.0334
O, -0.2821, 5.1578, 20.5793, 0, 0.0075, 0.0181
O, 7.6701, 7.7845, 18.1329, 0.0016, 0.0031, 0.0026
O, 7.2695, 3.9509, 8.7767, 0.0036, -0.0303, 0.0669
O, 17.0368, 0.5401, 12.8014, -0.0458, 0.0267, 0.0272
O, 1.9498, 4.3745, 21.4937, 0.0027, -0.0003, 0.0257
O, 9.1231, 5.4466, 18.1203, 0.0132, 0.0143, 0.0134
O, 1.3843, 6.2709, 9.436, 0.197, -0.3221, 0.2069
O, -2.6352, -0.4397, 13.8238, 0.0481, -0.0089, 0.0422
O, 9.7713, 7.5192, 16.5826, 0.0121, 0.0023, 0.0075
O, 6.6915, 1.8587, 10.2259, 0.0099, 0.0596, -0.0169
O, 8.0736, 6.3552, 12.8067, 0.0023, 0.0001, -0.0127
O, -3.9961, 3.9312, 19.7391, 0.0047, 0.0027, 0.0174
O, 10.7987, 1.184, 17.3889, 0.0024, 0.0004, 0.0015
O, 4.0027, 11.1372, 19.6523, -0.0028, -0.0143, 0.0129
O, 5.3266, 8.899, 19.1644, 0.001, -0.0023, 0.0076
O, 8.1303, -0.0989, 11.1506, -0.0428, 0.0264, -0.0053
O, 15.4092, 2.7464, 19.6138, -0.0006, 0.0023, 0.0109
O, 6.9026, -2.1142, 12.304, -0.0116, -0.039, -0.0143
O, 5.1169, 5.2337, 15.5062, 0.0231, 0.0151, 0.0005
O, 0.6865, 8.7136, 8.9436, -0.4274, 1.3344, -2.7407
O, 4.018, 0.0432, 11.4074, 0.1095, 0.0665, 0.1547
O, 6.3577, 5.4129, 21.8358, 0.0016, 0.0151, 0.0325
O, 1.266, 3.3823, 13.2197, -0.0052, -0.003, -0.017
O, 7.4504, -0.9027, 21.2336, -0.0033, -0.0092, 0.0303
O, 3.9733, 6.538, 21.5845, 0.0092, 0.0052, 0.0268
O, 16.1087, 2.755, 15.1684, 0.029, -0.01, 0.0229
O, 7.0256, 4.1596, 13.8839, -0.0041, 0.005, -0.0068
O, 13.6807, 9.1027, 18.5602, 0.0101, 0.0069, 0.0205
O, 3.5229, 12.698, 13.4055, -0.0249, 0.0046, 0.0034
O, 5.9921, 8.0601, 22.2696, 0.0017, 0.0059, 0.0232
O, 4.7828, -10.3958, 16.4112, 0.0023, -0.0174, -0.0054
O, 3.2653, 9.0186, 21.0509, 0.0016, 0.0049, 0.0098
O, 7.8332, 4.0658, 11.3461, -0.0197, -0.0069, -0.0568
O, 17.376, -1.23, 15.5644, -0.0017, 0.0077, 0.0114
O, 2.3632, 1.77, 18.1682, -0.0006, -0.0017, 0.0005
O, 3.2593, 5.7462, 11.1883, -0.0382, 0.0735, -0.043
O, 4.5023, 4.4107, 13.0949, 0.0069, 0.0054, 0.0001
O, -0.0102, 4.7484, 11.1125, -0.0166, -0.0445, 0.0064
O, 12.7892, -0.3211, 16.5156, -0.0021, 0.0022, 0.0015
O, 8.3658, 6.2159, 20.4261, 0.0122, 0.0063, 0.0164
O, 1.4035, 7.0296, 21.5352, -0.0106, 0.0012, 0.0232
O, 8.7307, 11.1142, 18.9677, 0.0123, 0.0005, 0.0075
O, 25.6909, -1.9566, 16.1392, 0.007, 0.0025, -0.0067
O, 2.3089, 1.8299, 20.8621, -0.0043, -0.0001, 0.0241
O, -1.3213, 4.127, 13.2412, 0.0009, -0.0077, -0.0074

Results
free energy: -135733.512 eV
free energy less fixed offsets of O -568.88, Si -635.61 eV per atom: 1.818 eV

The program warned: the cutoff lies below the one the program advises for these potential files; the forces do not sum to zero within the program's tolerance; the exchange-correlation potential is rough where the density is thin.
